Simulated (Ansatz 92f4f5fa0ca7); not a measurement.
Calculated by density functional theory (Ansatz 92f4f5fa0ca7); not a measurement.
Periodic cell of 189 atoms, Si117O72, from a study of silicon, its oxide and their interface. The atomic structure is a simulated model.
This geometry differs little from another in the collection (a relaxation step or a small displacement).

Settings: functional r2SCAN; potential files Ansatz norm-conserving; basis plane waves; wave-function cutoff 1300 eV; density cutoff ratio 4; exchange-correlation grid ratio 1; k mesh 2 x 2 x 1, shifted by 0.5 0.5 0.5 of a step; self-consistency stop 5e-08 eV per atom in the density residual; occupations Fermi-Dirac, 0.05 eV; spin none; net charge 0.

Cell vectors (angstrom)
a	11.5403	0	0
b	0	11.5403	0
c	-1.8625	-4.5971	24.832

Atoms: element, x, y, z (angstrom)
Si	4.2312	8.0083	-0.2991
Si	4.4162	-0.4385	0.1605
Si	4.3855	2.6138	-0.3595
Si	8.0344	7.8702	-0.3419
Si	8.1838	-0.5924	0.0483
Si	8.1765	2.4589	-0.3453
Si	12.1959	6.52	-0.4584
Si	12.1504	0.3111	-0.3848
Si	12.085	3.3766	-0.0123
Si	6.1716	7.3498	0.9797
Si	6.3223	-0.5038	1.4266
Si	6.2887	3.1766	0.9445
Si	10.1385	7.2003	0.749
Si	10.276	-0.4525	1.03
Si	10.0331	3.2461	1.0739
Si	13.9451	7.2289	1.0353
Si	13.8897	-0.3704	1.1665
Si	14.0957	3.3003	1.1204
Si	6.235	-2.4836	2.5624
Si	6.297	1.4833	2.5641
Si	6.2602	5.2707	2.2134
Si	10.2463	-2.4678	2.2896
Si	10.1581	1.3896	2.4916
Si	10.0283	5.3116	2.2664
Si	13.8465	-2.3939	2.4091
Si	13.9863	1.4638	2.5601
Si	14.0922	5.2994	2.39
Si	4.2639	-2.419	3.8005
Si	4.3689	1.4284	3.8944
Si	4.4435	5.2917	3.7563
Si	8.276	-2.4465	3.7173
Si	8.2393	1.4187	3.8572
Si	8.1434	5.3117	3.6716
Si	12.0101	-2.4375	3.8222
Si	12.0548	1.4391	3.8774
Si	12.0413	5.2851	3.6598
Si	4.3631	7.2071	5.1518
Si	4.3582	-0.5318	5.1804
Si	4.386	3.3915	5.1542
Si	8.2125	7.1998	5.1051
Si	8.2039	-0.5551	5.1317
Si	8.2118	3.4102	5.1008
Si	12.0458	7.1725	5.1314
Si	12.045	-0.5294	5.1898
Si	12.0638	3.4117	5.1253
Si	6.3025	7.2183	6.5044
Si	6.2877	-0.5361	6.5199
Si	6.3077	3.3808	6.4961
Si	10.1194	7.2104	6.4933
Si	10.0966	-0.5418	6.5042
Si	10.1282	3.3924	6.455
Si	2.4359	7.2159	6.5155
Si	2.4488	-0.5683	6.5365
Si	2.4622	3.3856	6.496
Si	6.2579	-2.4288	7.936
Si	6.3061	1.4348	7.832
Si	6.3189	5.2879	7.8648
Si	10.0391	-2.4204	7.917
Si	10.0805	1.4297	7.7557
Si	10.1944	5.2875	7.8134
Si	2.4623	-2.4472	7.9835
Si	2.4621	1.3989	7.7876
Si	2.4852	5.3029	7.8513
Si	4.43	-2.5489	9.4211
Si	4.3759	1.3717	9.1967
Si	4.3944	5.3674	9.2398
Si	8.1098	-2.3595	9.3729
Si	8.2274	1.4584	9.2278
Si	8.2889	5.3109	9.1503
Si	11.9832	-2.4043	9.2385
Si	12.0195	1.3797	9.0464
Si	12.1076	5.2844	9.1775
Si	4.4788	7.0604	10.9343
Si	4.3797	-0.5339	10.6768
Si	4.3994	3.3912	10.4335
Si	8.1804	7.1376	10.5744
Si	8.0429	-0.3384	10.7781
Si	8.3973	3.4454	10.5268
Si	12.0918	7.2041	10.5403
Si	11.8615	-0.4368	10.5302
Si	12.1905	3.2671	10.3523
Si	6.5799	6.4056	12.2123
Si	6.0915	0.2859	12.1818
Si	6.3668	3.3782	11.6273
Si	10.1467	7.2682	11.8131
Si	9.9814	0.0824	12.036
Si	10.4257	3.173	11.8644
Si	2.337	6.8425	12.0023
Si	2.2931	-0.232	11.7638
Si	2.5172	2.8772	11.7815
Si	12.1113	3.1466	22.1635
Si	10.2441	9.4364	13.8964
Si	-0.1812	6.1801	21.681
Si	1.0419	6.7565	17.5489
Si	4.9743	3.2406	19.2923
Si	12.6362	4.4287	13.4423
Si	12.9486	-1.1142	14.752
Si	8.9891	-4.9183	19.8093
Si	-1.854	-5.8668	16.9932
Si	6.1305	2.835	16.5996
Si	3.4606	-1.4024	16.648
Si	6.2148	2.1038	21.7169
Si	7.8091	-2.1511	19.3311
Si	1.9691	-3.8279	20.2025
Si	8.7285	6.9642	14.323
Si	2.3761	6.5352	14.941
Si	5.0729	-5.6924	16.2621
Si	0.8307	0.9792	20.037
Si	6.0383	-2.7726	16.7952
Si	3.2197	5.4701	18.7899
Si	1.0552	-0.0808	17.4003
Si	7.6032	4.1966	20.264
Si	9.0408	2.9609	17.9109
Si	-1.4885	0.0359	18.6749
Si	6.0326	-0.8201	21.5634
Si	2.8728	-1.0643	21.4444
Si	5.7193	-0.0561	15.3275
O	4.4019	-1.8985	-0.6756
O	6.6755	-1.7252	20.3902
O	4.4386	-0.6568	21.3008
O	4.4758	0.9789	-0.7518
O	1.886	7.3151	16.2808
O	2.6415	-2.4282	20.6005
O	6.3116	-1.397	23.0322
O	12.1167	1.9272	-0.8862
O	-1.0716	6.2473	20.3175
O	1.9349	0.0836	20.7937
O	3.7636	7.3979	-1.7786
O	7.3606	3.2468	21.5476
O	1.7912	5.2869	12.2034
O	4.3461	3.3853	-1.8212
O	5.0987	2.5069	17.8418
O	3.9119	6.0156	15.1327
O	6.7916	0.6167	21.4921
O	5.7586	-7.187	16.0226
O	6.2378	1.9308	12.451
O	2.3417	-1.0334	17.7717
O	1.8153	-0.6821	13.2675
O	7.2229	6.9726	13.6547
O	9.783	6.4078	13.1977
O	-0.4581	-5.0574	17.0529
O	9.7809	-0.5881	13.5486
O	2.6706	-1.9509	15.3435
O	5.7986	-0.2787	13.7161
O	1.319	5.2927	14.7928
O	9.6532	1.463	17.9824
O	2.8203	1.2921	11.9647
O	9.1544	8.5105	14.6857
O	5.0512	2.2637	20.5787
O	1.0005	-4.2724	21.4264
O	8.1009	0.8389	-0.8269
O	4.3886	-5.6904	17.7375
O	8.8108	3.5034	19.4265
O	10.4532	8.7981	12.404
O	8.0718	-2.0428	-0.825
O	-0.4295	-0.7291	17.6796
O	6.4614	-1.4544	15.8824
O	6.403	4.7717	12.5658
O	-0.6648	0.2867	20.0672
O	3.5644	4.0225	19.4188
O	12.1358	4.8659	-0.8408
O	8.8699	6.0211	15.6373
O	5.6985	2.3011	23.2303
O	0.7317	2.4172	20.7292
O	2.3391	7.4376	13.5745
O	11.0775	4.0208	13.1678
O	3.1502	6.6025	19.9584
O	12.6997	0.1653	15.7835
O	7.0764	-2.7602	18.0296
O	11.6243	9.489	14.7495
O	6.1643	1.5119	15.6237
O	12.3306	-0.457	-1.8374
O	6.2338	4.2739	19.3898
O	2.11	3.155	13.3824
O	1.7617	5.3767	18.0651
O	6.0258	-4.3298	16.2247
O	8.7468	-0.8802	18.9347
O	12.0109	4.7182	21.8319
O	10.1684	1.6674	12.4672
O	-1.5763	4.0625	17.1293
O	7.9509	-5.8188	20.6904
O	1.2011	1.1785	18.4393
O	8.7978	-5.3412	18.251
O	8.7117	-3.3336	19.9844
O	10.7528	2.662	22.9459
O	4.2807	-0.1019	16.1033
O	7.6459	2.9182	17.1271
O	4.4921	-2.4883	17.2718
O	1.1226	-3.7189	18.7893

Results
free energy: -47208.166 eV
free energy less fixed offsets of O -463.61, Si -117.95 eV per atom: -28.096 eV
pressure: -1.81 GPa
stress xx, yy, zz, yz, xz, xy (GPa, positive in tension): 0.9, 2.89, 1.63, -0.05, 0.11, 0.6

Forces (eV/angstrom), in the order of the atoms: element, x, y, z
Si	-0.1539	0.1348	-0.8009
Si	-0.0441	-0.0454	-1.0296
Si	-0.0334	-0.1047	-0.7375
Si	-0.0379	0.1971	-0.2909
Si	-0.124	-0.0691	-0.8896
Si	0.0505	-0.0157	-0.7814
Si	0.0213	-0.2124	-0.6158
Si	0.0836	-0.0132	-0.8381
Si	-0.063	0.1607	-0.7307
Si	-0.0098	0.1105	-0.1609
Si	0.0881	-0.0659	-0.2419
Si	0.021	-0.0708	-0.1349
Si	-0.0501	-0.0432	-0.25
Si	0.2142	0.1537	-0.1734
Si	-0.1362	-0.1253	-0.2559
Si	0.044	0.0005	-0.0515
Si	-0.1804	0.0712	-0.1938
Si	0.2188	-0.1036	-0.2105
Si	-0.0776	-0.0934	0.307
Si	-0.0161	0.0207	0.3412
Si	0.0157	0.0125	-0.184
Si	-0.0101	-0.0679	-0.0852
Si	-0.003	0.0328	0.2063
Si	0.0244	0.0008	-0.0282
Si	-0.1369	-0.0153	0.1223
Si	0.0138	0.0758	0.3281
Si	0.0662	0.0335	0.0982
Si	0.135	-0.0598	-0.0812
Si	0.0082	0.0592	-0.0536
Si	-0.1758	-0.0446	-0.0174
Si	-0.0353	-0.0903	-0.0808
Si	-0.035	0.1209	0.0021
Si	0.1468	0.0154	0.0241
Si	0.0645	0.0212	-0.0373
Si	0.0416	-0.0622	0.0164
Si	-0.0495	-0.0019	-0.1372
Si	-0.0437	0.0235	0.0203
Si	-0.1122	0.0276	0.0537
Si	0.0394	0.0016	0.0159
Si	0.0224	-0.0494	-0.0181
Si	0.0174	-0.0185	-0.0138
Si	0.0174	-0.0004	-0.0272
Si	0.0554	0.0922	-0.0183
Si	-0.0284	-0.044	0.0197
Si	-0.0107	-0.0179	0.0178
Si	0.0812	0.127	0.0208
Si	0.0167	-0.0204	0.1022
Si	-0.0628	-0.0786	0.0271
Si	-0.0653	-0.0812	-0.0249
Si	-0.0315	0.1032	-0.0019
Si	-0.021	0.0476	-0.0498
Si	0.0017	-0.147	-0.0429
Si	0.1017	0.0921	0.0087
Si	-0.0063	-0.0158	-0.0454
Si	0.0435	-0.1573	-0.0603
Si	0.0028	0.0152	0.1376
Si	-0.0232	0.1342	-0.0255
Si	0.0541	-0.0602	0.0985
Si	-0.0309	-0.089	0.1554
Si	-0.0449	0.0822	0.0723
Si	0.0136	-0.0419	0.0932
Si	0.0424	-0.0287	0.1591
Si	-0.0382	0.17	0.0508
Si	0.0083	0.1897	0.2066
Si	-0.1854	-0.015	-0.1772
Si	-0.0176	-0.0966	-0.0233
Si	0.028	0.1738	0.1848
Si	0.0345	0.0648	-0.0821
Si	0.0545	-0.0312	-0.1673
Si	-0.0773	0.1012	-0.018
Si	0.0213	-0.0802	-0.1512
Si	0.1383	0.0101	-0.0654
Si	0.0637	-0.0765	0.2091
Si	-0.1813	-0.0109	0.178
Si	-0.2021	-0.1444	0.2092
Si	0.0072	-0.0185	0.1131
Si	-0.0156	0.0651	0.1673
Si	0.1704	-0.1724	0.2868
Si	-0.0476	-0.1518	-0.0261
Si	-0.078	0.1339	0.4107
Si	-0.0357	-0.1286	0.313
Si	0.082	-0.2631	0.4996
Si	-0.0662	0.1838	0.4366
Si	0.0001	-0.0667	0.6509
Si	0.0052	0.3285	0.549
Si	0.1108	0.2507	0.1175
Si	0.2685	-0.1427	0.3139
Si	-0.039	0.2499	0.5794
Si	-0.0017	0.0461	0.3538
Si	0.0861	-0.352	0.1772
Si	0.1077	-0.1038	-0.3666
Si	-0.0178	-0.0843	0.2043
Si	0.2097	0.0932	-0.5776
Si	-0.1854	-0.0022	0.233
Si	-0.2355	0.1283	-0.126
Si	0.1066	-0.1521	0.2335
Si	0.3146	0.1388	0.1754
Si	-0.2255	0.1855	-0.084
Si	0.1807	-0.0669	0.3188
Si	-0.0347	0.0723	0.2616
Si	-0.0067	-0.1951	0.3882
Si	0.0181	-0.0065	-0.4448
Si	0.1492	-0.0441	-0.086
Si	0.0851	0.0108	-0.2022
Si	-0.1911	-0.1698	0.2907
Si	0.277	0.3961	0.5859
Si	0.0962	-0.0898	0.3673
Si	-0.1348	-0.0118	-0.1676
Si	-0.0473	-0.0844	0.4039
Si	0.0936	-0.2136	0.2038
Si	0.055	-0.002	0.1107
Si	0.0328	0.2722	-0.1752
Si	0.1411	-0.0247	-0.0269
Si	-0.0956	-0.1169	0.0479
Si	0.0022	-0.0166	-0.5224
Si	0.0028	-0.013	-0.5888
Si	-0.0502	0.0791	0.35
O	-0.1435	-0.1534	0.664
O	-0.0498	0.1455	0.3034
O	0.0669	-0.0822	0.258
O	-0.1828	0.2523	0.6143
O	0.0518	-0.331	-0.2704
O	-0.0568	0.1182	0.304
O	0.0281	-0.1522	0.3813
O	-0.0127	-0.3631	0.7786
O	0.1016	-0.0347	0.4068
O	0.0363	-0.1027	0.1218
O	0.0874	0.2141	0.3521
O	-0.2226	-0.2014	-0.0938
O	-0.0123	0.2257	0.3141
O	-0.0014	-0.2972	0.5779
O	0.297	0.1866	-0.0166
O	-0.2632	0.0767	-0.0754
O	-0.1746	0.0233	0.2024
O	-0.0147	0.0269	0.0654
O	0.0383	-0.2231	-0.3685
O	-0.0773	0.1345	-0.4135
O	0.0485	-0.0474	-0.2483
O	-0.029	-0.1645	-0.4388
O	0.1227	0.3656	-0.3792
O	-0.0685	-0.0976	-0.0335
O	0.2601	-0.1737	-0.2908
O	-0.1351	0.2527	-0.0462
O	0.1099	0.2026	-0.5355
O	-0.0647	-0.1229	-0.4959
O	0.0072	0.0032	0.1356
O	-0.2524	0.089	-0.1648
O	0.1525	-0.0656	-0.271
O	0.35	0.0947	0.2298
O	-0.131	-0.2156	0.1195
O	0.1135	0.4592	0.7772
O	-0.0479	-0.023	-0.2704
O	-0.241	0.0621	-0.0489
O	-0.1611	-0.2805	0.1547
O	0.1292	-0.252	0.7729
O	0.2149	0.3274	0.1041
O	-0.2255	0.1612	-0.1325
O	-0.0179	0.3923	-0.5969
O	0.2398	0.1293	-0.2488
O	0.256	0.1064	-0.1528
O	-0.0492	0.1481	0.8115
O	-0.0213	0.2829	-0.4035
O	0.1833	0.3146	0.1337
O	-0.0773	0.1133	0.4449
O	-0.091	-0.4659	-0.6908
O	0.1775	-0.0204	-0.3584
O	-0.3797	0.0492	-0.1887
O	0.0029	-0.4879	-0.1384
O	-0.0859	0.0789	-0.064
O	-0.2464	0.0276	-0.3433
O	-0.075	-0.244	-0.027
O	-0.0472	0.181	0.4757
O	0.0747	-0.2706	0.1803
O	-0.2955	0.4678	-0.4387
O	0.1354	0.4503	-0.0364
O	-0.1362	0.0321	-0.0983
O	0.0154	-0.0526	0.0224
O	-0.0972	-0.0118	0.1762
O	-0.0282	-0.2468	-0.4023
O	-0.2621	0.2155	0.1142
O	0.2215	-0.1959	-0.211
O	-0.1662	-0.3623	0.0881
O	0.1407	-0.0949	0.0085
O	-0.033	-0.1379	-0.0938
O	0.0176	-0.1515	0.3825
O	0.1681	-0.2319	-0.2452
O	-0.1203	0.0139	0.0221
O	0.1031	0.1918	-0.3606
O	0.1955	-0.2677	0.0796

The program warned: the forces do not sum to zero within the program's tolerance.
